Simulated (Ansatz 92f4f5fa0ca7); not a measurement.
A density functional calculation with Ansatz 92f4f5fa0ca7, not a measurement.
Periodic cell of 166 atoms, Si98O68, from a study of silicon, its oxide and their interface. The atomic structure is a simulated model.

Settings
functional: r2SCAN
potential files: Ansatz norm-conserving
basis: plane waves
wave-function cutoff: 1300 eV
density cutoff ratio: 4
exchange-correlation grid ratio: 1
k mesh: 2 x 2 x 1, shifted by 0.5 0.5 0.5 of a step
self-consistency stop: 5e-08 eV per atom in the density residual
occupations: Fermi-Dirac, 0.05 eV
spin: none
net charge: 0

Cell vectors (angstrom)
a, 10.9364, -0.1063, 0.0739
b, -0.1063, 11.0141, 0.0364
c, 0.1612, 0.0795, 23.8517

Atoms: element, x, y, z (angstrom)
Si, -0.1255, 0.6185, 0.1329
Si, 2.8742, 2.3674, 0.285
Si, -0.3119, 6.6329, 0.2708
Si, 3.36, 7.9918, -0.1048
Si, 4.9665, 1.3311, -0.3265
Si, 8.2577, 2.2881, -0.1444
Si, 5.3249, 5.4533, 0.5045
Si, 8.7134, 7.7408, 0.2125
Si, 1.4451, 1.347, 1.5744
Si, 3.9396, 3.9465, 1.5023
Si, 1.777, 7.1562, 1.4594
Si, 4.5396, 9.7304, 1.0164
Si, 6.6889, 1.6451, 1.6266
Si, 9.5998, 3.7382, 1.5006
Si, 7.0607, 6.7986, 1.598
Si, 9.6858, 9.5212, 1.1458
Si, 0.1538, 2.706, 2.937
Si, 3.1721, -0.0389, 2.6682
Si, -0.1829, 8.0441, 2.3842
Si, 2.9683, 5.4053, 3.1156
Si, 5.3801, 2.8155, 3.026
Si, 8.0818, -0.1166, 2.6058
Si, 5.464, 8.1652, 2.7154
Si, 8.4073, 5.4214, 3.0124
Si, 1.5424, 4.0421, 4.3487
Si, 4.3092, 1.2332, 4.1824
Si, 1.4493, 9.4812, 3.8257
Si, 4.1539, 6.8333, 4.3267
Si, 7.0738, 4.0668, 4.2973
Si, 9.6305, 0.9963, 4.2018
Si, 6.9674, 9.2449, 4.2259
Si, 9.7132, 6.9841, 4.2008
Si, 0.2538, -0.1471, 5.2469
Si, 2.9895, 2.7417, 5.3052
Si, -0.1382, 5.256, 5.2804
Si, 2.7365, 8.1779, 5.3723
Si, 5.6868, -0.2437, 5.5147
Si, 8.2232, 2.5185, 5.8737
Si, 5.675, 5.3798, 5.6381
Si, 8.0841, 7.9972, 5.8454
Si, 1.815, 1.1949, 6.5764
Si, 4.0584, 4.1248, 7.0621
Si, 1.3356, 6.737, 6.5253
Si, 4.0855, 9.3907, 6.9415
Si, 7.0007, 1.0458, 7.1675
Si, 9.6911, 3.8119, 7.0724
Si, 6.8095, 6.5878, 7.0048
Si, 9.3321, 9.5521, 6.8251
Si, 0.3179, 2.5297, 8.2418
Si, 2.798, 0.1617, 8.2469
Si, -0.1591, 7.7041, 8.0587
Si, 2.4959, 5.8103, 8.3817
Si, 5.6793, 2.6055, 8.1608
Si, 8.4501, -0.2942, 8.5429
Si, 5.3352, 7.9033, 8.4174
Si, 8.3187, 5.1682, 8.137
Si, 1.0716, 4.3567, 9.5892
Si, 3.8321, 1.905, 9.4276
Si, 1.4086, 9.3907, 9.4535
Si, 4.3971, 6.7707, 10.0451
Si, 7.2914, 3.7029, 9.5084
Si, 10.3246, 0.5714, 9.5918
Si, 6.6183, 9.6715, 10.1021
Si, 9.1999, 6.8946, 9.8019
Si, 0.1835, -0.8512, 11.1952
Si, 2.7897, 3.3947, 10.887
Si, -0.6403, 5.2438, 10.8245
Si, 3.1182, 8.5718, 11.0733
Si, 5.0998, 0.2084, 10.7697
Si, 9.0513, 2.2826, 10.4585
Si, 4.6217, 4.7878, 11.2603
Si, 8.2511, 8.3446, 11.1886
Si, 4.0949, 4.4068, 14.352
Si, 1.4312, 8.9131, 13.5609
Si, 7.3094, -2.584, 16.5616
Si, 5.5703, 6.9078, 18.8897
Si, 9.312, 10.3033, 16.1947
Si, 0.3235, 1.8294, 16.111
Si, 1.4726, 3.3227, 13.772
Si, 3.3152, 5.101, 17.0814
Si, 6.9297, 3.0427, 15.3152
Si, -0.0595, 6.1118, 13.6137
Si, 1.3279, 10.1603, 16.3563
Si, 3.738, 2.4777, 18.8136
Si, 8.707, 5.7403, 15.8459
Si, 7.2542, 4.7033, 19.8098
Si, 0.9126, 17.1132, 20.159
Si, 3.3541, 8.283, 20.6256
Si, 2.2163, 10.68, 18.9844
Si, 6.9555, 12.2551, 12.8562
Si, 5.3515, 3.8256, 21.8733
Si, 8.602, 13.3783, 20.6393
Si, -0.0667, 0.1214, 21.0136
Si, 6.8968, 2.3729, 18.2392
Si, 7.6876, -1.7198, 13.7893
Si, -0.8743, 8.175, 21.5741
Si, 11.2189, 4.6878, 17.5241
Si, 2.3326, 3.685, 21.3966
O, 1.9681, 2.6152, -1.1526
O, 0.2665, 0.2698, -1.4
O, 5.2178, 2.1911, -1.6963
O, 5.5053, -0.1818, 0.0624
O, -0.4119, 5.0156, 0.249
O, 0.0861, 7.5332, -1.1355
O, 2.9279, 8.1541, -1.6255
O, 1.9518, 7.2171, -3.8501
O, 9.4959, 0.8554, -7.5678
O, 11.0996, 4.7662, -4.7532
O, 9.8375, 1.1545, -3.3267
O, 9.4901, 1.3706, 0.1116
O, 4.565, 6.8225, -0.1583
O, 8.4659, 7.5061, -1.4902
O, -1.211, -1.7908, 11.6887
O, 1.2635, -0.7866, 12.5716
O, 4.0864, -0.9323, 11.279
O, 1.7429, 3.0911, 12.1966
O, 4.0628, 5.3081, 15.684
O, -1.2397, 3.6196, 11.3028
O, 2.6045, 8.1585, 12.7276
O, 4.4482, 5.7796, 18.2506
O, 6.0115, 4.1464, 10.6395
O, 5.6158, 1.1316, 12.0765
O, 11.1525, 6.0972, 12.1043
O, 8.1457, 1.2079, 11.4105
O, 4.2723, 5.068, 12.815
O, 5.5303, 3.6283, 14.6288
O, 7.5023, 7.968, 12.7755
O, 6.0091, 7.9881, 17.5342
O, 2.9684, 3.241, 14.4084
O, 4.681, 7.6439, 20.0958
O, 6.8428, 2.0206, 16.6691
O, 1.2091, -6.0407, 14.0195
O, 11.0017, 3.1539, 17.2144
O, 7.0256, 6.3353, 19.449
O, 10.7702, 9.4644, 16.6314
O, 12.8734, 9.4758, 15.0131
O, -1.6311, 6.2579, 14.2841
O, -3.0252, 4.4024, 15.5081
O, -0.9307, 5.618, 16.7234
O, 0.3655, 2.4522, 14.5692
O, 1.6911, 5.5645, 17.0127
O, 0.5628, -3.3376, 13.9483
O, 7.5634, 1.9132, 14.251
O, -5.1063, 4.5437, 20.5008
O, -2.585, 9.551, 17.061
O, 1.3763, 11.7976, 16.3319
O, 2.2737, 9.8138, 17.6378
O, 3.0265, 11.9888, 18.424
O, 3.7836, 4.2493, 21.9145
O, 3.3317, 3.6269, 17.7382
O, 6.5792, -1.9844, 15.0585
O, 8.439, 15.1528, 20.6422
O, 7.9438, 6.9199, 16.5278
O, 7.1603, 3.8459, 18.3296
O, 0.8799, 11.0221, 19.9354
O, 2.705, 2.7853, 20.0394
O, -1.0908, 9.7699, 21.2494
O, 6.0735, 4.638, 23.0418
O, -2.092, 9.8362, 14.585
O, 7.6009, 12.7951, 19.568
O, 7.1916, 10.6906, 13.0363
O, 3.2211, -1.1688, 19.9973
O, 1.3781, 5.0264, 21.3451
O, -0.1371, 7.3795, 20.2929
O, 8.2627, 2.479, 22.0767
O, 16.2537, 1.8088, 18.9383

Results
free energy: -43067.836 eV
free energy less fixed offsets of O -463.61, Si -117.95 eV per atom: 16.744 eV
pressure: -3.36 GPa
stress xx, yy, zz, yz, xz, xy (GPa, positive in tension): 3.14, 4.1, 2.85, -0.43, 0.27, -0.53

Forces (eV/angstrom), in the order of the atoms: element, x, y, z
Si, 0.3224, -2.8225, -0.3074
Si, -0.3645, -0.3286, -2.9747
Si, 2.491, -0.9744, -1.0745
Si, 1.4632, -0.761, 1.25
Si, 0.4359, 1.1881, 2.6457
Si, -1.1818, 2.4945, 1.8488
Si, 1.2333, 1.5741, -1.9242
Si, -2.1888, -1.0162, -1.0888
Si, 0.371, -0.6868, 1.6804
Si, 0.434, 1.2249, 1.9112
Si, -0.1166, -1.6215, 0.3178
Si, -1.2661, -0.3746, 1.2211
Si, 0.5067, -0.2587, -2.263
Si, 0.1372, 3.2137, -1.635
Si, -0.9477, -1.2453, 0.1039
Si, -0.879, 2.2342, 1.1778
Si, -0.5722, -0.3345, -0.0557
Si, -1.4601, -1.271, -1.2466
Si, 2.1238, 2.3777, 1.1022
Si, -2.0579, -0.0061, -2.3601
Si, 1.5827, 1.4471, -0.4175
Si, 1.1052, -0.9816, 0.6328
Si, 0.6918, 0.3208, 0.3501
Si, 0.1509, -0.3199, -1.2205
Si, -1.6775, 0.7453, -2.1662
Si, 0.41, -0.5365, 0.72
Si, -0.2201, -0.0049, 0.0427
Si, 2.7026, -0.4136, -0.6133
Si, -1.1183, -0.9321, 0.8423
Si, -0.8106, 1.8055, -0.4312
Si, -1.275, 1.5295, -0.9064
Si, -1.1633, -1.7144, 1.3655
Si, -0.1201, -0.5603, 1.1351
Si, 1.0278, -0.8478, 2.7605
Si, 0.68, 0.8921, 1.4979
Si, -1.0956, 1.3165, 0.6997
Si, 0.3835, -0.5332, 0.7292
Si, 0.3709, -0.4682, -2.136
Si, -2.6144, -0.7666, -1.2144
Si, 1.1285, 0.3312, -2.394
Si, -2.7005, 1.1971, -0.3689
Si, 1.0067, 0.188, -0.8308
Si, -0.4359, -0.8509, 0.9135
Si, -0.1316, 1.0576, 0.4481
Si, -0.4333, -0.6675, -0.9337
Si, 1.4118, -0.6855, -1.1002
Si, 0.4349, 0.6169, 2.1605
Si, 2.4801, -0.4697, 1.0599
Si, 0.6428, -0.3855, -0.9484
Si, 0.6622, -2.2949, 0.5004
Si, 0.0086, 3.1821, 0.6519
Si, 1.2555, -0.9797, -0.1623
Si, -0.9332, 1.0643, 0.0994
Si, -1.114, -0.4637, -0.1561
Si, 2.1928, 1.8969, -0.7107
Si, -1.2155, 2.7686, 1.6021
Si, 1.3516, -0.4289, -1.1307
Si, 1.1448, -2.3478, 0.8768
Si, 0.0769, -1.0134, 0.242
Si, -2.7384, -0.1519, 0.4895
Si, -2.3528, -1.0716, 0.6852
Si, 0.1788, 1.814, 0.0608
Si, 1.1556, -0.6209, -2.3496
Si, 0.7661, -3.0356, -2.1826
Si, -0.1788, -1.1901, 0.957
Si, -1.7254, 0.2317, -0.0963
Si, 1.0004, -0.5196, 1.2873
Si, 0.1103, 1.1486, 1.9442
Si, -0.2512, 1.3855, 0.642
Si, -2.2404, -0.0614, 1.5267
Si, 0.6819, -0.3586, -1.2261
Si, -1.3134, 1.8336, 3.4262
Si, 2.5787, -1.2426, -0.981
Si, 0.822, -1.3413, 0.316
Si, -1.0755, -1.3826, -2.459
Si, -1.3786, 0.8317, -2.6223
Si, 2.2611, -1.6736, -1.7064
Si, -4.4587, 3.0245, -0.0471
Si, 0.1403, 2.4837, -0.203
Si, 0.5088, 1.4347, 3.0347
Si, -0.4355, -0.5293, -0.5959
Si, 0.9737, 2.9583, 1.8387
Si, 1.2502, -1.8486, -1.0908
Si, -0.2653, -3.324, -1.0787
Si, 1.5575, -1.7346, -1.2126
Si, -0.7458, 1.2432, -1.8279
Si, -2.5161, 1.6113, 0.422
Si, -3.767, 0.5931, -1.252
Si, 1.5277, 1.4384, 1.6852
Si, 2.1327, -2.0559, -2.308
Si, -3.1399, 1.0363, 3.323
Si, 2.6475, -0.1593, -0.5608
Si, -2.8134, -1.1273, -0.8236
Si, -4.7803, -4.6918, 1.1981
Si, -3.2743, 0.3384, -0.3241
Si, 1.1727, -1.5882, -0.8748
Si, 0.0227, 2.22, -1.3991
Si, 2.4356, -0.1065, 1.1827
O, -0.756, 0.3503, -0.0041
O, 1.904, 0.8663, 2.3816
O, 0.8919, -2.5227, -0.2562
O, -0.5965, -1.4555, -1.573
O, -1.091, -1.3915, 1.216
O, -0.7419, 0.2558, 0.3974
O, 0.1605, 0.7439, -1.5051
O, 2.4621, -0.6381, -0.2374
O, 2.3635, -0.8297, -0.0131
O, 1.0774, 2.2334, 2.7327
O, -2.7347, 3.4352, 0.062
O, 1.2719, -1.4441, -0.2673
O, -0.7244, -0.6576, 0.521
O, 0.9083, 0.7095, 0.652
O, 1.2887, 1.1398, -1.126
O, -3.3328, 0.1368, -1.6354
O, -1.4548, -2.4213, 0.1777
O, 0.2225, -0.7485, 0.0905
O, -0.996, 0.724, -0.5957
O, 0.6268, 2.462, 0.1503
O, 1.2864, 0.4266, -3.0153
O, 0.0759, 1.2856, -0.7418
O, 0.9642, 0.3367, 0.7322
O, -0.5297, 1.2666, 0.315
O, -2.5606, -2.4555, -1.8243
O, -0.5095, 2.7139, 1.8873
O, 0.1856, -0.1637, 2.9795
O, 1.1772, -1.0041, 0.5473
O, 1.4474, 1.9356, -0.9825
O, -1.9569, -0.9897, 3.7903
O, -0.1103, 0.3488, 0.396
O, 3.004, -0.6606, -1.3314
O, 0.2365, 0.8037, -0.8124
O, -1.7402, -0.9636, -0.036
O, 1.1085, -4.5816, -2.178
O, -0.6857, -1.409, -0.1683
O, -1.2666, 2.3094, -0.8647
O, -0.2262, 0.7478, 1.694
O, 2.0393, -1.4927, -0.7598
O, 0.1131, 0.6128, 0.3706
O, 0.5562, -0.8605, 0.4941
O, 0.6778, -0.4942, 0.5922
O, 2.1385, -1.0037, -0.2593
O, -0.2783, -0.2332, 0.1094
O, -1.5173, 1.2666, -1.4453
O, 2.6697, 0.2711, -4.1138
O, -1.7352, 0.6657, 0.8182
O, -0.4314, 0.3067, 0.0544
O, -1.8783, -0.9257, -1.0839
O, -0.8943, 0.7691, 1.0227
O, 0.1696, 0.6802, -0.474
O, 0.3497, -0.8483, -0.6403
O, 2.4671, -1.4678, 1.5104
O, 0.3988, -0.7556, -2.3797
O, -1.0224, 1.6553, -0.7314
O, 1.0143, 6.6553, 1.9244
O, 3.224, -0.9632, -3.5116
O, -0.2771, 1.466, 1.7729
O, 0.7051, -0.7936, -0.4107
O, 0.5059, 0.676, 1.6475
O, 3.3092, 1.223, 2.3927
O, 0.152, -0.8588, -1.4243
O, 0.12, -3.3498, 1.5081
O, 0.8933, -2.4618, 1.4248
O, 0.1328, -0.5777, -1.2033
O, -2.159, -1.3202, 0.8849
O, -1.2802, -1.4895, 4.4392
O, 0.3895, 2.6399, -0.6871

The program warned: the forces do not sum to zero within the program's tolerance.
